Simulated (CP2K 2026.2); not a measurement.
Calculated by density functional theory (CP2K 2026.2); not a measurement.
Periodic cell of 504 atoms, Si360O144, from a study of silicon, its oxide and their interface. The atomic structure is a simulated model.
Doubt: the forces sum to 0.89 eV/angstrom along one axis rather than to zero, so they err by at least 0.0018 eV/angstrom per atom on average; the grid cutoff is modest.

Settings
functional: PBE
method: Gaussian and plane waves
basis set: DZVP-MOLOPT-SR-GTH
pseudopotentials: GTH-PBE
grid cutoff: 350 Ry, relative cutoff 50 Ry
k points: Gamma only
occupations: fixed
spin: none
net charge: 0

Cell vectors (angstrom)
a	16.32	0	0
b	0	16.32	0
c	3.6201	7.0704	33.5917

Atoms and the computed forces on them: element, x, y, z (angstrom), force x, y, z (eV/angstrom)
Si	1.092	15.167	0.085	0.252	-0.133	0.741
Si	7.453	8.746	33.546	0.101	-0.206	0.714
Si	1.584	3.885	0.006	-0.167	0.147	0.76
Si	7.428	14.092	33.591	0.183	-0.1	0.705
Si	1.672	9.301	0.123	-0.157	0.031	0.737
Si	4.309	11.924	0.051	-0.094	0.232	0.741
Si	10.747	21.61	33.548	-0.186	0.247	0.749
Si	9.23	1.682	0.052	0.089	-0.105	0.77
Si	6.972	3.867	0.031	-0.107	0.214	0.744
Si	9.727	6.65	0	-0.204	0.138	0.746
Si	6.529	9.744	0.205	0.071	-0.155	0.765
Si	9.237	12.269	0.312	0.206	0.067	0.676
Si	12.496	14.644	0.135	-0.113	0.133	0.734
Si	15.272	1.172	0.057	-0.342	0.137	0.716
Si	15.624	11.544	33.498	0.163	-0.238	0.751
Si	14.824	7.096	0.054	0.104	-0.232	0.724
Si	12.54	9.245	0.1	-0.155	0.16	0.806
Si	14.728	12.445	0.138	0.164	-0.157	0.762
Si	2.739	16.349	1.276	-0.011	0.023	-0.069
Si	5.413	2.721	1.345	0.018	0.003	-0.048
Si	2.709	5.448	1.346	-0.005	-0.002	-0.045
Si	5.36	8.135	1.401	-0.02	0.006	-0.049
Si	2.785	10.844	1.456	-0.01	-0.015	-0.062
Si	5.453	13.561	1.313	0.018	-0.014	-0.078
Si	8.142	16.282	1.242	-0.001	-0.012	-0.045
Si	10.893	2.823	1.253	-0.009	0.015	-0.06
Si	8.152	5.466	1.303	0.02	-0.018	-0.053
Si	10.892	8.158	1.371	0.017	0.005	-0.042
Si	8.023	10.845	1.627	-0.001	-0.017	-0.024
Si	10.894	13.515	1.416	-0.025	0.003	-0.03
Si	13.613	16.343	1.319	0.024	-0.026	-0.059
Si	16.364	2.746	1.375	0.005	0.007	-0.067
Si	13.613	5.493	1.301	-0.011	0.021	-0.057
Si	16.363	8.2	1.409	0.008	0.007	-0.045
Si	13.603	10.861	1.434	0.01	-0.007	-0.047
Si	16.321	13.589	1.412	-0.012	-0.003	-0.054
Si	1.4	1.365	2.721	-0.005	-0.024	0.026
Si	4.103	4.119	2.712	-0.005	-0.005	0.012
Si	1.339	6.766	2.741	0.001	0.002	0.018
Si	4.079	9.486	2.84	0.012	-0.001	0.038
Si	1.383	12.234	2.732	-0.012	-0.011	0.011
Si	4.096	14.973	2.633	0.001	-0.006	0.007
Si	6.766	1.293	2.654	0.025	0.015	0.024
Si	9.528	4.119	2.689	0.013	0.013	0.031
Si	6.794	6.795	2.691	0.007	0.002	0.008
Si	9.528	9.485	2.772	0.01	-0.02	0.014
Si	6.697	12.27	2.868	-0.022	0.025	0.037
Si	9.53	14.981	2.676	-0.019	-0.01	0.015
Si	12.225	1.406	2.623	-0.027	-0.019	-0.006
Si	14.943	4.096	2.667	0.005	0.021	-0.006
Si	12.258	6.808	2.739	-0.001	-0.007	0.041
Si	15.019	9.559	2.774	-0.009	-0.01	0.032
Si	12.223	12.182	2.8	0.01	0.001	0.026
Si	14.956	14.987	2.745	0.01	0.012	0.028
Si	16.338	16.337	4.083	0.002	-0.004	-0.009
Si	2.742	2.741	4.069	-0.005	-0.004	-0.009
Si	16.291	5.421	4.081	-0.007	0.006	0.002
Si	2.689	8.121	4.13	-0.001	0.013	-0.02
Si	16.353	10.907	4.13	0.001	-0.006	0.008
Si	2.742	13.625	4.045	0.026	-0.003	-0.009
Si	5.427	16.303	4.058	0	-0.008	0.004
Si	8.152	2.699	4	0.005	0.002	-0.026
Si	5.46	5.446	4.083	-0.012	0.004	-0.001
Si	8.155	8.125	4.093	-0.01	0.005	-0.003
Si	5.399	10.868	4.198	0.008	-0.011	0.005
Si	8.16	13.643	4.09	0.002	-0.011	-0.023
Si	10.883	16.356	4.023	0.013	-0.005	0.002
Si	13.589	2.727	4.024	-0.001	-0.003	0.006
Si	10.885	5.445	4.086	0.001	0.003	-0.014
Si	13.624	8.174	4.09	-0.019	-0.001	-0.014
Si	10.862	10.848	4.144	0.006	0.008	0.019
Si	13.598	13.602	4.091	0.011	0.008	-0.008
Si	17.677	14.955	16.372	-0.006	-0.003	-0.008
Si	4.076	17.667	16.349	0.004	0.002	-0.007
Si	17.727	4.056	16.332	0.002	0.011	-0.011
Si	4.081	6.813	16.317	0.001	-0.014	0
Si	17.694	9.529	16.342	0.001	-0.006	0.001
Si	4.07	12.243	16.364	0.002	-0.004	-0.001
Si	6.772	14.934	16.33	0.003	-0.012	-0.011
Si	9.483	17.65	16.275	-0.001	0.014	-0.012
Si	6.773	4.062	16.273	-0.01	-0.004	-0.009
Si	9.505	6.796	16.294	0.021	-0.014	0.002
Si	6.762	9.518	16.305	-0.011	-0.006	-0.006
Si	9.529	12.279	16.296	-0.002	0.002	-0.01
Si	12.24	14.925	16.307	0.001	0.006	-0.005
Si	15.003	17.657	16.351	-0.009	0.017	-0.006
Si	12.246	4.077	16.283	-0.011	-0.003	-0.017
Si	14.984	6.821	16.289	0.009	0.016	-0.002
Si	12.257	9.581	16.27	-0.001	0.005	-0.016
Si	14.966	12.262	16.337	-0.013	0.003	0.002
Si	2.701	16.333	17.736	0.014	0.015	-0.007
Si	5.497	18.989	17.679	-0.002	-0.001	0.002
Si	2.765	5.429	17.681	0.004	-0.002	0.026
Si	5.416	8.167	17.709	0.022	0.016	0.006
Si	2.738	10.862	17.737	-0.011	0.009	-0.001
Si	5.389	13.633	17.743	0	0.001	0.024
Si	8.171	16.258	17.664	-0.007	0.022	-0.013
Si	10.817	19.055	17.581	0.015	0.005	-0.016
Si	8.086	5.445	17.625	0.004	-0.007	0.007
Si	10.892	8.21	17.568	-0.008	0.003	0.017
Si	8.104	10.946	17.584	-0.002	0.01	-0.003
Si	10.887	13.599	17.718	-0.017	-0.012	0.011
Si	13.637	16.24	17.65	0.008	-0.02	0.005
Si	16.399	19.006	17.714	0.019	-0.016	-0.009
Si	13.635	5.439	17.612	-0.021	-0.014	0.014
Si	16.323	8.173	17.684	-0.002	-0.023	0.021
Si	13.581	10.933	17.689	0.005	0	0.006
Si	16.324	13.587	17.742	-0.007	0.013	0.024
Si	17.695	17.643	19.182	-0.018	0.005	0.005
Si	4.179	4.065	19.011	-0.009	0.029	-0.029
Si	17.702	6.794	19.022	0.007	0.001	-0.038
Si	4.089	9.509	19.133	-0.014	-0.001	-0.008
Si	17.703	12.222	19.098	0.002	-0.004	-0.002
Si	4.034	15.016	19.144	0.015	-0.002	-0.023
Si	6.837	17.575	19.047	0.002	0.018	-0.011
Si	9.411	4.055	18.944	-0.031	-0.054	-0.014
Si	6.782	6.806	19.053	-0.004	-0.017	-0.015
Si	9.489	9.594	18.85	0.016	0.005	-0.033
Si	6.775	12.249	19.038	0	-0.006	-0.027
Si	9.494	14.922	19.085	0.006	-0.022	-0.013
Si	12.19	17.636	18.821	-0.019	-0.006	-0.039
Si	15.043	4.11	18.969	-0.007	0.044	-0.023
Si	12.264	6.846	18.89	0.002	0.012	-0.026
Si	14.948	9.569	19.013	-0.011	0.001	-0.021
Si	12.246	12.276	19.122	0.01	-0.015	0.003
Si	14.953	14.914	19.141	-0.02	0.017	-0.015
Si	16.278	16.285	20.573	0.001	0.002	0.064
Si	2.858	19.036	20.405	0.018	-0.003	0.055
Si	16.372	5.432	20.417	0.006	-0.014	0.073
Si	2.724	8.108	20.459	-0.022	-0.016	0.055
Si	16.328	10.852	20.438	0.004	-0.017	0.034
Si	2.663	13.637	20.497	-0.018	-0.002	0.033
Si	5.478	16.317	20.517	0.011	0.007	0.05
Si	8.225	18.887	20.395	0.046	0.002	0.038
Si	5.523	5.384	20.457	-0.002	-0.015	0.051
Si	8.147	8.306	20.238	-0.034	0.016	0.053
Si	5.449	10.911	20.467	0.015	0.011	0.036
Si	8.119	13.568	20.462	0.011	-0.007	0.073
Si	10.94	16.301	20.303	0.028	-0.014	0.053
Si	13.59	18.997	20.065	0.034	-0.031	0.035
Si	10.74	5.574	20.111	-0.029	0.056	-0.007
Si	13.6	8.169	20.317	-0.001	-0.011	0.044
Si	10.776	10.882	20.306	-0.016	-0.004	0.051
Si	13.612	13.557	20.596	0.025	0	0.033
Si	17.349	14.617	21.929	0.106	0.198	-0.731
Si	4.462	18.008	21.815	-0.103	-0.129	-0.712
Si	18.002	20.576	21.682	-0.173	-0.015	-0.72
Si	3.867	6.473	21.726	0.109	0.139	-0.793
Si	17.456	9.279	21.77	0.225	0.094	-0.723
Si	4.281	12.502	21.751	-0.107	-0.184	-0.734
Si	6.561	14.675	21.843	0.139	0.209	-0.726
Si	10	17.902	21.705	-0.53	-0.324	-0.554
Si	6.78	20.112	21.713	0.05	0.176	-0.675
Si	9.681	7.167	21.515	0.02	-0.182	-0.643
Si	7.068	9.761	21.738	-0.197	-0.057	-0.709
Si	9.262	11.98	21.757	0.167	0.113	-0.753
Si	12.436	15.264	21.747	0	-0.286	-0.723
Si	14.555	17.543	21.605	0.225	-0.058	-0.724
Si	12.023	20.302	21.114	0.174	0.135	-0.677
Si	15.214	7.078	21.637	-0.027	-0.042	-0.725
Si	11.929	9.281	21.526	0.127	0.04	-0.736
Si	15.184	12.3	21.894	-0.264	-0.085	-0.663
Si	17.104	11.086	30.682	-0.074	0.089	0.029
Si	3.508	12.466	31.394	-0.03	0.069	0.143
Si	5.493	22.076	30.732	-0.04	0.101	0.139
Si	11.436	15.035	31.519	0.039	-0.07	0.182
Si	6.675	14.192	27.32	0.064	0.056	-0.03
Si	14.464	17.948	31.728	0.007	-0.022	0.1
Si	7.746	7.703	30.681	-0.023	0.015	0.159
Si	5.227	8.337	23.85	0.019	0.054	-0.101
Si	13.9	6.621	24.403	-0.08	-0.072	-0.074
Si	16.005	22.7	30.916	-0.072	-0.054	0.107
Si	16.122	19.201	23.746	0.035	0.001	-0.085
Si	4.711	19.737	26.394	0.02	-0.121	0.022
Si	12.534	8.917	25.665	-0.086	0.061	0.057
Si	9.262	12.737	31.412	-0.044	0.043	0.136
Si	10.157	7.721	26.896	0.173	-0.054	-0.123
Si	9.283	19.186	26.983	-0.025	0.051	-0.07
Si	3.848	13.607	28.579	-0.025	-0.091	0.069
Si	18.479	21.19	26.981	0.038	0.004	0.123
Si	18.145	8.409	30.733	-0.003	0.024	0.065
Si	11.121	13.458	23.848	-0.081	0.016	-0.106
Si	8.732	12.094	28.365	0.076	0.069	0.115
Si	3.621	17.939	31.522	0.018	0.007	0.091
Si	6.959	15.56	24.797	-0.015	-0.023	-0.107
Si	10.805	18.209	24.614	-0.017	-0.052	-0.158
Si	11.151	21.349	27.949	-0.15	0.02	-0.046
Si	5.726	7.545	26.862	0.04	0.012	-0.032
Si	7.404	19.724	30.662	0.076	-0.067	0.173
Si	8.734	5.343	23.68	-0.003	-0.1	-0.17
Si	9.685	21.619	30.571	0.008	-0.091	0.16
Si	15.576	19.863	29.983	-0.001	0.056	0.018
Si	18.442	12.286	26.366	0.038	0.162	0.011
Si	11.858	20.886	23.872	-0.01	0.115	-0.038
Si	18.106	15.137	24.958	-0.001	0.043	-0.149
Si	5.325	18.398	29.217	-0.062	-0.087	0.025
Si	10.806	13.943	26.963	0.018	-0.041	0.011
Si	13.877	8.478	30.772	0.007	0.145	0.103
Si	7.873	9.13	27.986	-0.003	-0.033	-0.019
Si	13.669	13.726	28.38	-0.109	-0.134	-0.047
Si	15.879	11.969	28.023	0.1	-0.042	0.072
Si	8.708	16.227	27.063	-0.073	-0.058	-0.083
Si	15.889	21.489	25.714	0.089	-0.063	-0.067
Si	13.093	16.347	29.394	-0.017	0.084	0.108
Si	15.921	17.027	25.894	-0.061	0.06	-0.073
Si	13.173	11.126	23.823	0.143	-0.119	-0.015
Si	13.019	17.508	26.488	0.042	0.014	-0.077
Si	3.42	6.84	28.773	0.02	0.024	0.069
Si	13.625	10.983	29.281	0.013	0.059	0.031
Si	13.894	20.244	27.591	-0.048	-0.06	0.028
Si	7.19	21.276	26.292	-0.036	0.009	-0.047
Si	17.389	18.43	28.134	0.001	-0.008	0.074
Si	3.002	10.61	23.91	-0.052	0.003	-0.188
Si	12.161	8.791	28.512	0.041	0.025	-0.001
Si	4.169	17.113	24.748	0.056	-0.033	-0.127
Si	3.216	16.46	29.147	0.099	-0.004	0.111
Si	1.375	14.967	5.426	-0.002	0	0.011
Si	4.087	1.363	5.422	0.003	-0.006	0.01
Si	1.355	4.074	5.43	0.002	-0.006	0.005
Si	4.087	6.784	5.459	0.008	0.003	0.007
Si	1.357	9.513	5.479	-0.004	-0.004	0.014
Si	4.04	12.263	5.48	-0.011	-0.006	0.016
Si	6.794	14.981	5.447	-0.005	-0.01	0.013
Si	9.516	1.373	5.399	-0.014	-0.005	0.004
Si	6.813	4.055	5.409	0.027	-0.002	-0.001
Si	9.518	6.782	5.456	0.014	0.002	0.005
Si	6.816	9.504	5.472	0.007	0.003	0.003
Si	9.505	12.254	5.449	-0.012	0.001	0.013
Si	12.229	14.985	5.411	-0.013	-0.004	0.009
Si	14.954	1.38	5.409	-0.005	-0.001	0.009
Si	12.244	4.073	5.421	-0.001	0.001	0.009
Si	14.958	6.795	5.449	-0.004	0.012	0.011
Si	12.251	9.505	5.471	0.01	-0.004	0.006
Si	14.966	12.259	5.461	0.001	0.013	0.005
Si	2.726	16.327	6.789	0.002	0	0.002
Si	5.45	2.714	6.787	-0.001	-0.003	0
Si	2.716	5.427	6.803	-0.005	0.002	0.003
Si	5.442	8.15	6.818	0.002	0.004	0
Si	2.703	10.887	6.834	-0.005	0.008	0.001
Si	5.438	13.611	6.808	0.003	-0.005	-0.002
Si	8.163	16.342	6.788	-0.001	0.001	0.002
Si	10.878	2.718	6.779	0.011	0.003	-0.004
Si	8.16	5.413	6.797	0.005	-0.001	-0.003
Si	10.879	8.146	6.815	-0.006	0.005	0.002
Si	8.162	10.884	6.817	0.005	-0.004	0.005
Si	10.879	13.619	6.788	-0.003	0.004	-0.006
Si	13.598	16.335	6.776	0.003	0.001	-0.003
Si	16.313	2.721	6.791	-0.001	-0.001	0.001
Si	13.595	5.431	6.798	-0.007	-0.003	-0.002
Si	16.31	8.153	6.82	0	0.003	0.002
Si	13.606	10.885	6.812	-0.007	-0.005	0
Si	16.333	13.617	6.804	0.003	-0.01	0.005
Si	1.355	17.679	8.148	-0.005	0	-0.002
Si	4.082	4.067	8.154	-0.002	-0.003	-0.003
Si	1.362	6.794	8.167	-0.001	0.008	-0.003
Si	4.083	9.523	8.169	0.005	0.008	-0.004
Si	1.347	12.248	8.18	-0.004	-0.018	0
Si	4.079	14.971	8.162	0.002	0	-0.008
Si	6.806	17.686	8.16	0.009	0.004	0.001
Si	9.528	4.071	8.159	-0.006	-0.003	0
Si	6.803	6.781	8.161	-0.002	-0.001	-0.011
Si	9.526	9.521	8.167	0.012	0.009	-0.001
Si	6.792	12.242	8.164	-0.003	-0.005	0.004
Si	9.515	14.972	8.15	-0.001	-0.003	-0.004
Si	12.239	17.685	8.147	-0.011	0	-0.009
Si	14.96	4.08	8.159	-0.004	0.009	-0.01
Si	12.239	6.786	8.169	0.001	-0.006	-0.004
Si	14.955	9.519	8.176	0	-0.003	0
Si	12.238	12.255	8.153	0.006	0.003	-0.003
Si	14.96	14.978	8.147	0.003	0.003	-0.002
Si	16.32	16.325	9.517	-0.001	0.003	-0.002
Si	2.716	2.713	9.513	0	-0.008	-0.004
Si	16.318	5.437	9.524	-0.002	-0.008	-0.003
Si	2.72	8.161	9.522	0	0.004	-0.005
Si	16.314	10.881	9.531	-0.007	0.003	0.005
Si	2.72	13.608	9.524	0.002	-0.006	-0.001
Si	5.442	16.324	9.518	0.003	0.003	0
Si	8.166	2.72	9.521	0.008	0.007	-0.002
Si	5.437	5.431	9.519	0.004	0.003	-0.001
Si	8.16	8.155	9.517	-0.001	-0.001	-0.005
Si	5.437	10.884	9.527	-0.001	-0.002	0.003
Si	8.157	13.607	9.512	-0.002	-0.002	0
Si	10.881	16.326	9.51	0.006	-0.001	-0.002
Si	13.601	2.719	9.517	0.005	0.005	-0.003
Si	10.881	5.431	9.529	0.005	0.001	-0.004
Si	13.597	8.152	9.527	-0.012	0.003	-0.005
Si	10.884	10.888	9.517	-0.002	-0.004	0.002
Si	13.604	13.612	9.509	-0.001	-0.005	-0.003
Si	1.358	14.963	10.881	-0.007	-0.001	0.001
Si	4.074	17.675	10.875	-0.001	0.007	-0.002
Si	1.358	4.073	10.878	0	0.013	-0.006
Si	4.08	6.798	10.877	-0.002	0.003	-0.001
Si	1.361	9.521	10.883	0.001	0.002	-0.003
Si	4.076	12.245	10.885	0.005	-0.005	0.006
Si	6.795	14.959	10.878	-0.001	-0.004	0.004
Si	9.525	17.68	10.879	-0.006	0.008	-0.001
Si	6.801	4.076	10.877	0.004	-0.01	-0.001
Si	9.52	6.799	10.88	0.008	-0.003	-0.002
Si	6.797	9.517	10.876	0.005	-0.002	0.001
Si	9.516	12.245	10.872	0.006	-0.001	0.002
Si	12.243	14.969	10.869	-0.004	0.004	-0.001
Si	14.964	17.683	10.88	-0.006	-0.002	-0.002
Si	12.248	4.076	10.888	-0.008	-0.004	-0.002
Si	14.962	6.797	10.889	0.003	0.006	-0.003
Si	12.24	9.523	10.877	0.007	-0.003	-0.001
Si	14.958	12.251	10.878	-0.006	-0.007	0.005
Si	2.723	16.312	12.243	0.003	0.003	0.001
Si	5.434	2.716	12.229	0	0.004	-0.004
Si	2.716	5.438	12.231	-0.002	-0.012	-0.002
Si	5.433	8.163	12.239	0.005	0.003	0.005
Si	2.711	10.888	12.243	-0.004	-0.006	0.002
Si	5.435	13.601	12.247	0	0	0.006
Si	8.154	16.323	12.23	0.014	0.005	0.003
Si	10.892	2.711	12.243	0.004	0.005	-0.004
Si	8.159	5.437	12.236	-0.006	0.005	0.002
Si	10.877	8.167	12.237	-0.003	0.005	0
Si	8.153	10.883	12.231	-0.005	-0.006	0.002
Si	10.878	13.61	12.223	0.009	-0.003	0.001
Si	13.607	16.317	12.237	0	0.004	0
Si	16.327	2.714	12.248	0	0.002	-0.003
Si	13.608	5.435	12.254	-0.004	0	0.003
Si	16.328	8.158	12.244	-0.003	0.001	0.005
Si	13.607	10.882	12.229	-0.009	0	0.001
Si	16.321	13.603	12.245	0.001	-0.005	0.007
Si	17.693	17.671	13.606	-0.004	0.006	0.007
Si	4.074	4.077	13.583	-0.008	0.01	-0.009
Si	17.687	6.794	13.603	0.005	0.002	-0.002
Si	4.068	9.528	13.596	-0.003	0.007	0.001
Si	17.678	12.247	13.615	-0.006	0.003	0.007
Si	4.07	14.949	13.616	0.01	-0.005	0.009
Si	6.777	17.667	13.588	-0.012	0.019	0.003
Si	9.523	4.073	13.587	0.01	-0.01	0
Si	6.792	6.797	13.59	0.006	-0.008	0.01
Si	9.51	9.527	13.594	0.013	-0.005	0.005
Si	6.795	12.236	13.601	0.012	-0.01	0.003
Si	9.516	14.967	13.584	-0.013	0	0.007
Si	12.255	17.67	13.606	0.003	-0.005	-0.005
Si	14.973	4.072	13.616	0.009	-0.006	0.006
Si	12.245	6.815	13.595	-0.012	0.009	0.001
Si	14.979	9.537	13.593	-0.001	-0.002	0.002
Si	12.244	12.249	13.57	-0.011	-0.007	-0.004
Si	14.966	14.964	13.606	-0.013	0.009	0.001
Si	16.341	16.309	14.972	0.006	-0.01	0.008
Si	2.745	19.028	14.957	0.008	0.008	-0.003
Si	16.348	5.425	14.973	-0.007	-0.009	0.007
Si	2.716	8.167	14.962	0.001	0.004	0.001
Si	16.326	10.889	14.983	-0.003	-0.001	-0.001
Si	2.711	13.597	14.995	-0.003	-0.001	-0.001
Si	5.427	16.31	14.973	-0.008	0.006	0.003
Si	8.142	19.029	14.924	0.004	-0.004	-0.003
Si	5.419	5.441	14.941	0	-0.003	-0.006
Si	8.142	8.164	14.949	-0.012	0.005	0.005
Si	5.413	10.891	14.963	0.005	-0.008	0.002
Si	8.151	13.615	14.945	0.006	-0.005	-0.002
Si	10.887	16.305	14.951	-0.003	0.008	0
Si	13.626	19.013	14.976	-0.007	0.004	-0.008
Si	10.88	5.445	14.938	0.004	-0.009	-0.007
Si	13.616	8.185	14.941	-0.005	0	-0.005
Si	10.873	10.912	14.926	0.014	0.007	-0.001
Si	13.603	13.587	14.945	0	-0.007	-0.003
O	10.45	6.124	26.957	0.088	-0.364	-0.361
O	3.066	16.07	25.309	0.077	-0.092	0.329
O	6.017	20.348	25.661	-0.092	-0.031	-0.459
O	6.863	18.476	29.76	0.349	-0.302	-0.352
O	8.777	6.686	22.787	-0.523	0.239	0.195
O	12.428	12.535	23.858	0.327	0.149	-0.029
O	17.278	20.656	33.253	-0.095	0.203	-0.341
O	6.334	15.235	33.132	-0.039	-0.087	-0.316
O	8.178	10.853	22.278	0	0.074	0.257
O	6.316	9.85	33.11	-0.133	0.051	-0.535
O	12.485	10.107	22.796	-0.01	-0.051	0.125
O	13.486	16.449	22.218	-0.003	-0.008	0.462
O	10.385	13.868	31.202	0.164	0.064	-0.334
O	15.005	18.566	22.783	-0.071	0.198	0.008
O	3.62	7.056	33.282	-0.066	0.042	-0.383
O	11.71	9.831	33.155	0.105	-0.005	-0.279
O	16.013	21.405	29.974	0.081	0.16	-0.385
O	15.014	13.277	27.593	0.284	0.438	-0.48
O	14.461	12.626	33.106	-0.134	0.107	-0.51
O	7.763	20.599	22.933	-0.09	-0.08	0.226
O	12.697	7.998	29.789	-0.235	-0.663	0.173
O	10.946	19.212	21.651	-0.209	0.002	0.191
O	10.882	8.137	22.074	0.055	-0.106	0.624
O	10.822	16.149	32.49	-0.026	0.201	-0.164
O	15.44	22.306	32.373	-0.46	0.027	-0.01
O	5.11	19.307	27.905	0.302	0.125	-0.072
O	7.215	19.448	32.25	-0.405	0.198	-0.104
O	19.247	14.926	28.776	-0.469	-0.156	0.128
O	4.57	7.106	23.042	0.166	-0.174	0.263
O	14.077	10.09	30.569	0.451	0.251	0.336
O	10.111	17.519	23.308	-0.244	-0.472	0.425
O	5.18	14.112	27.855	0.021	0.205	0.045
O	14.657	11.495	23.244	0.321	-0.034	0.462
O	16.526	18.047	24.788	0.423	-0.064	-0.233
O	5.668	16.528	24.883	-0.035	0.317	-0.122
O	14.496	6.441	22.929	-0.18	-0.416	-0.001
O	11.565	14.796	23.05	-0.115	0.268	0.226
O	16.312	8.177	22.19	0.111	-0.144	0.204
O	9.089	17.919	33.22	0.126	0.021	-0.393
O	18.6	8.939	32.199	0.042	0.451	-0.114
O	4.596	11.641	32.252	-0.077	-0.128	-0.373
O	19.175	16.769	30.7	-0.328	-0.454	0.327
O	8.088	5.611	25.122	-0.119	0.557	0.063
O	17.151	9.552	30.16	-0.272	-0.044	-0.528
O	15.157	19.382	31.461	0.014	0.316	0.539
O	3.645	20.953	26.41	0.133	0.333	-0.229
O	14.317	16.769	25.82	-0.063	-0.494	-0.28
O	8.266	16.259	25.48	0.398	0.133	-0.364
O	7.237	15.208	23.241	0.57	0.008	0.147
O	3.829	17.404	23.19	-0.271	-0.288	-0.037
O	12.694	17.008	27.988	-0.237	0.199	-0.151
O	17.474	21.724	25.832	0.26	0.387	-0.363
O	6.203	7.214	30.742	-0.363	0.614	-0.118
O	10.187	21.958	32.066	-0.315	0.433	-0.006
O	17.016	11.767	26.922	-0.19	-0.204	-0.236
O	6.56	6.169	27.165	0.222	-0.168	0.434
O	13.029	8.515	27.161	0.643	-0.197	-0.068
O	10.689	13.77	25.359	-0.133	-0.075	0.014
O	11.897	20.485	33.244	0.251	0.169	-0.273
O	18.919	18.82	32.378	-0.134	-0.073	-0.261
O	12.753	14.415	32.237	0.097	0.28	-0.207
O	10.654	8.331	28.311	-0.435	0.116	0.394
O	2.743	5.384	22.24	-0.082	-0.194	0.627
O	12.575	4.728	22.442	0.511	0.233	-0.061
O	17.951	15.152	23.343	0.344	0.213	0.066
O	11.687	17.227	25.58	-0.11	-0.631	0.248
O	13.291	18.244	32.779	-0.175	-0.388	-0.184
O	10.076	12.713	27.716	0.199	-0.226	0.001
O	18.601	17.393	28.239	0.033	0.138	-0.649
O	11.912	19.335	24.269	0.331	-0.275	0.074
O	10.6	19.856	27.64	0.451	-0.476	0.028
O	4.202	13.016	30.043	0.33	0.11	0.096
O	3.09	12.528	27.645	-0.097	-0.323	0.03
O	17.936	19.746	27.411	-0.081	-0.111	-0.165
O	8.026	13.403	32.232	-0.175	0.051	-0.22
O	8.797	12.164	29.982	-0.204	-0.131	0.021
O	13.852	17.347	30.381	-0.029	0.27	-0.151
O	12.76	5.528	24.805	-0.011	0.005	0.377
O	17.42	19.705	22.934	0.4	-0.315	0.136
O	14.775	10.778	28.137	-0.17	-0.696	-0.477
O	16.293	11.132	32.078	-0.02	-0.143	-0.115
O	5.606	19.104	22.284	0.058	0.096	0.241
O	12.366	13.948	27.431	0.176	0.023	-0.052
O	13.514	8.148	32.293	0.173	-0.334	-0.054
O	4.78	16.889	28.895	0.561	-0.532	-0.335
O	8.152	8.225	32.162	0.285	-0.226	-0.047
O	17.5	6.954	31.011	0.449	-0.411	-0.091
O	17.289	15.238	33.194	-0.144	-0.063	-0.551
O	14.068	15.098	29.105	0.668	0.034	0.174
O	8.649	6.466	30.213	-0.108	-0.109	-0.254
O	19.22	13.663	32.302	0.023	0.406	-0.159
O	7.959	8.84	29.573	-0.038	0.597	0.079
O	16.752	15.664	25.675	-0.277	-0.273	0.348
O	6.479	8.959	23.032	0.173	-0.249	0.166
O	6.662	14.231	25.689	0.068	-0.372	-0.138
O	8.5	10.598	27.813	0.408	0.091	-0.51
O	6.336	8.887	27.547	-0.289	0.28	0.086
O	18.625	11.514	30.954	0.187	-0.134	-0.069
O	15.512	20.477	24.509	-0.544	0.028	-0.042
O	10.942	8.504	25.692	-0.453	-0.011	-0.389
O	18.345	13.646	25.508	0.009	-0.105	-0.028
O	18.047	9.971	23.132	-0.212	0.042	0.283
O	13.39	19.076	26.606	0.119	0.215	-0.227
O	7.446	12.904	27.857	-0.419	-0.132	0.164
O	5.393	13.597	22.271	-0.22	0.144	0.178
O	16.793	18.893	29.553	0.131	-0.321	0.506
O	13.249	8.071	24.513	0.267	0.07	-0.28
O	4.105	18.482	25.595	-0.109	0.057	0.249
O	8.949	17.731	27.613	-0.25	-0.13	0.699
O	6.496	20.96	30.175	-0.111	0.114	-0.746
O	16.505	12.063	29.533	0.212	0.545	0.201
O	19.284	8.141	29.624	0.156	0.301	-0.04
O	16.269	13.447	22.354	-0.092	0.121	0.084
O	14.272	19.678	29.049	-0.43	-0.177	0.225
O	4.709	17.211	32.458	0.001	0.05	-0.123
O	16.192	17.706	27.332	-0.285	0.092	0.184
O	8.954	20.164	30.446	0.43	-0.378	-0.224
O	10.886	21.67	29.507	0.603	0.206	0.047
O	4.226	22.162	29.754	-0.18	-0.518	-0.181
O	15.129	7.586	30.328	0.202	0.001	-0.594
O	9.923	12.688	23.074	-0.233	-0.024	0.475
O	15.135	6.557	25.433	0.402	0.401	0.463
O	13.394	12.567	29.509	-0.348	0.225	0.358
O	18.51	5.968	28.171	-0.48	0.04	0.185
O	4.133	9.488	24.048	-0.113	-0.051	0.084
O	8.096	20.269	27.19	0.057	-0.039	0.646
O	5.139	21.617	32.239	0.145	-0.52	-0.062
O	9.583	18.917	25.415	-0.415	0.168	-0.268
O	9.886	11.522	32.277	-0.169	-0.157	-0.38
O	12.214	10.384	28.776	-0.63	0.477	0.113
O	10.289	21.267	23.845	0.133	-0.201	0.215
O	11.779	15.76	30.124	-0.556	0.194	-0.228
O	15.538	16.915	32.319	0.346	-0.051	-0.279
O	4.268	7.367	27.513	-0.328	0.15	-0.218
O	5.682	7.76	25.27	0.378	0.011	0.01
O	18.959	11.115	25.391	0.178	-0.236	0.099
O	7.448	15.534	27.832	-0.248	0.342	0.454
O	4.37	18.905	30.448	0.07	0.588	0.065
O	15.28	20.876	27.069	0.269	0.091	0.301
O	3.578	11.867	23.074	0.026	0.162	0.389
O	12.743	21.365	27.718	0.31	0.674	-0.107
O	12.959	10.447	25.293	-0.019	0.183	0.339
O	8.606	8.11	26.933	-0.348	-0.028	-0.272
O	10.033	15.327	27.311	0.202	0.352	0.101

Results
total energy: -101655.985 eV
total energy less fixed offsets of O -438.35, Si -107.03 eV per atom: -2.785 eV
